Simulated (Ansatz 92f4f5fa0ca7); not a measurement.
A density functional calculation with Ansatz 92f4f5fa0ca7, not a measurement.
Periodic cell of 273 atoms, Si166O106B1, from a study of silicon, its oxide and their interface. The atomic structure is a simulated model.
Doubt: the cutoff is far below the 930 eV that the study's wrapper takes by default for these files, so forces and energies are approximate.
This geometry differs little from another in the collection (a relaxation step or a small displacement).

Settings: functional PBE; potential files Ansatz PAW; basis plane waves; wave-function cutoff 580 eV; density cutoff ratio 5; exchange-correlation grid ratio 1; k mesh 1 x 1 x 1, Gamma-centred; self-consistency stop 5e-08 eV per atom in the density residual; occupations fixed; spin none; net charge -1 e, with a uniform compensating background and no finite-size correction.

Cell vectors (angstrom)
a  11.6015  0  0
b  0  13.3963  0
c  0  0  29.8085

Atoms: element, x, y, z (angstrom)
Si  11.5548  0.1696  22.92
Si  3.908  0.1481  23.0533
Si  7.6805  0.1125  23.1721
Si  2.072  3.4599  22.891
Si  5.9058  3.6893  23.0029
Si  9.7627  3.5352  23.0382
Si  11.6745  6.875  23.0922
Si  3.9632  7.0408  23.2026
Si  7.8019  6.8911  23.2528
Si  2.04  10.2364  23.2703
Si  5.8649  10.0934  23.3263
Si  9.8507  10.0817  23.2522
Si  11.7011  2.3798  23.7546
Si  4.002  2.4048  23.7511
Si  7.7895  2.414  23.7774
Si  2.0377  5.711  23.7141
Si  5.8414  5.8128  23.9957
Si  9.7483  5.7296  23.9043
Si  11.7601  9.039  24.0751
Si  3.9112  9.1343  24.2176
Si  7.8556  9.0806  24.0557
Si  1.907  12.4956  23.8487
Si  5.7775  12.3734  23.9429
Si  9.6989  12.3851  23.8274
Si  11.6497  2.2791  26.1713
Si  3.9177  2.3027  26.1593
Si  7.7594  2.3147  26.183
Si  1.9806  5.6307  26.1544
Si  5.8246  5.6773  26.3377
Si  9.7117  5.6376  26.2724
Si  11.674  9.0102  26.4124
Si  3.886  9.013  26.516
Si  7.7984  8.994  26.3877
Si  1.8885  12.3413  26.2664
Si  5.795  12.3229  26.3003
Si  9.7338  12.306  26.2429
Si  1.9835  1.1742  27.0023
Si  5.8281  1.1835  27.0117
Si  9.6878  1.1631  26.9781
Si  11.6532  4.4978  26.9985
Si  3.8883  4.5051  27.0111
Si  7.7601  4.5181  27.0498
Si  1.959  7.8062  27.1299
Si  5.8523  7.8866  27.1687
Si  9.731  7.8472  27.1049
Si  11.6168  11.2219  27.2967
Si  3.8453  11.278  27.1257
Si  7.7677  11.2469  27.0589
Si  1.9046  1.0481  29.3863
Si  5.7942  1.1346  29.4015
Si  9.699  1.0563  29.3744
Si  0.0128  4.4474  29.3908
Si  3.8474  4.4489  29.3795
Si  7.7441  4.4677  29.4202
Si  1.9168  7.8516  29.4785
Si  5.8283  7.8208  29.5161
Si  9.7098  7.8715  29.4502
B  0.0029  11.1658  29.3824
Si  3.8106  11.1895  29.4738
Si  7.8059  11.1684  29.41
Si  -0.0087  -0.2646  0.2393
Si  3.8692  0.0113  0.437
Si  7.7175  -0.0091  0.3722
Si  1.9318  3.2832  0.3501
Si  5.7851  3.356  0.4126
Si  9.6682  3.3047  0.3539
Si  -0.004  6.6756  0.3974
Si  3.8583  6.6811  0.3832
Si  7.7868  6.7055  0.4265
Si  1.7192  10.178  0.2738
Si  5.8219  10.0906  0.4028
Si  9.8906  10.1737  0.2664
Si  11.5457  -0.0883  2.6199
Si  3.8351  -0.0758  2.8298
Si  7.6671  -0.1025  2.754
Si  1.9258  3.2546  2.7076
Si  5.7472  3.2707  2.8102
Si  9.6041  3.2949  2.7281
Si  11.5706  6.6318  2.7556
Si  3.8649  6.608  2.7265
Si  7.7456  6.637  2.786
Si  1.898  10.0123  2.6501
Si  5.8256  10.0399  2.769
Si  9.7022  9.9885  2.6454
Si  11.5525  2.1554  3.376
Si  3.8086  2.125  3.6502
Si  7.6816  2.1058  3.537
Si  1.9033  5.4836  3.4546
Si  5.8039  5.524  3.5639
Si  9.6579  5.5026  3.6076
Si  11.6104  8.8795  3.523
Si  3.8696  8.8766  3.3669
Si  7.7693  8.8908  3.5047
Si  1.8406  12.2161  3.5198
Si  5.7571  12.2141  3.7436
Si  9.6294  12.1849  3.4754
Si  11.4774  2.1355  5.707
Si  3.7252  2.0262  6.0705
Si  7.6055  1.9637  5.9091
Si  1.8775  5.3968  5.7885
Si  5.8017  5.4638  5.9358
Si  9.6232  5.4319  6.0061
Si  11.6359  8.7913  5.9027
Si  3.9019  8.7914  5.6952
Si  7.7828  8.8149  5.8864
Si  1.773  12.1517  5.8948
Si  5.7174  12.1119  6.2442
Si  9.5834  12.1019  5.8342
Si  1.6272  0.9657  6.7124
Si  5.6675  0.9805  7.004
Si  9.6343  0.9275  6.5671
Si  11.5744  4.2939  6.6897
Si  3.8238  4.3184  6.5574
Si  7.6908  4.1723  6.6203
Si  2.0265  7.6247  6.486
Si  5.827  7.7436  6.663
Si  9.7183  7.6997  6.7092
Si  11.4471  10.9843  6.7598
Si  3.6482  10.9316  6.6272
Si  7.76  10.9719  6.8462
O  9.897  7.8938  8.376
O  9.9014  0.8264  8.2216
O  1.0311  0.9209  8.304
O  3.0863  10.5558  8.1501
O  5.8154  7.918  8.3349
O  5.6075  1.1772  8.6961
O  3.7687  4.3293  8.2089
O  7.6417  3.7264  8.2498
O  0.0559  4.2447  8.3679
O  11.1477  10.9401  8.4172
O  8.1228  10.769  8.4901
O  2.3801  7.4916  8.0943
O  11.4242  0.1985  21.2323
O  9.7517  3.6397  21.3683
O  4.1433  7.5473  21.6094
O  6.0042  4.1836  21.3839
O  5.7607  9.7511  21.6865
O  2.155  3.3916  21.2036
O  7.3741  13.4345  21.5261
O  3.9984  0.1438  21.3831
O  7.7498  6.9664  21.5975
O  2.122  10.175  21.6131
O  11.5721  6.994  21.4223
O  10.1614  9.6433  21.6567
Si  11.5759  6.4486  11.2674
Si  1.5632  10.3648  16.2532
Si  0.2236  3.6803  9.8876
Si  8.0926  12.8578  20.1957
Si  2.8393  10.461  9.7414
Si  2.5767  10.3938  20.0755
Si  10.3573  3.7089  19.8587
Si  0.2446  12.804  17.0962
Si  10.8179  0.7012  19.7913
Si  3.1536  7.7474  16.2198
Si  0.3436  6.4944  19.9238
Si  9.3786  2.5259  14.2891
Si  2.9045  2.5437  11.0304
Si  5.124  11.9899  15.3658
Si  4.9465  8.6827  20.741
Si  3.6064  -0.3935  11.2799
Si  5.5764  8.8922  14.7823
Si  -0.1671  11.3139  9.9849
Si  9.4625  10.0121  20.2371
Si  3.4542  0.0475  19.8508
Si  7.4644  4.7016  9.5321
Si  2.3651  12.3586  14.161
Si  6.184  0.5906  10.1302
Si  2.8  2.905  19.7689
Si  5.7123  4.457  13.6497
Si  7.468  0.2175  15.6047
Si  9.6057  11.3458  15.1998
Si  1.9816  6.5664  13.5325
Si  2.8355  3.5303  14.0042
Si  11.7114  9.1691  18.4277
Si  11.2278  0.8715  9.1783
Si  9.123  7.3247  9.6897
Si  8.673  8.5597  14.5679
Si  4.7714  7.1744  12.3304
Si  2.9774  5.6284  18.747
Si  2.5363  7.4041  9.6893
Si  6.2616  8.4318  9.8156
Si  4.3278  4.762  9.6497
Si  9.3597  10.496  12.2678
Si  5.9482  13.0318  17.9828
Si  7.9876  4.9398  18.3706
Si  8.3023  5.4121  15.2044
Si  7.3299  11.0733  9.9016
Si  5.3946  4.2063  19.8679
Si  0.7789  1.4932  15.0363
Si  7.5566  7.5341  20.0973
Si  7.6391  2.7949  11.8556
O  3.4519  6.085  10.0897
O  1.9394  2.6621  15.0715
O  -0.3641  12.9433  10.1547
O  8.3689  8.9032  19.8279
O  2.4247  1.3149  19.5232
O  8.1502  5.309  16.806
O  2.7349  11.9819  19.7057
O  7.1507  8.7629  15.111
O  1.2794  0.1885  14.172
O  4.4031  3.8247  14.4387
O  4.2403  3.4194  10.6158
O  10.9461  2.0817  14.4852
O  11.3762  4.8417  10.9577
O  10.8378  12.0213  16.0435
O  8.9336  6.9107  14.7683
O  1.778  3.3579  10.2102
O  8.4623  5.9283  9.2069
O  11.1485  2.2986  19.54
O  5.4104  7.6123  10.9117
O  11.426  7.5923  18.8018
O  7.8676  8.2619  10.1307
O  10.1325  7.1586  10.9643
O  9.2147  4.115  14.7242
O  8.8429  11.4708  20.5257
O  10.5829  10.5212  11.1613
O  8.3551  12.2419  15.7537
O  4.4448  2.8828  19.7988
O  4.6585  0.2222  18.7617
O  10.4906  10.0915  18.9799
O  6.7963  0.692  17.0373
O  0.5109  6.7435  12.8054
O  1.0498  7.1372  10.2746
O  3.1373  7.1834  12.5425
O  3.9597  9.5678  19.7937
O  6.785  5.2021  14.6247
O  0.5713  0.9146  16.5468
O  1.5421  11.7846  17.1078
O  5.3714  8.3246  13.2893
O  2.9759  12.3766  12.6493
O  6.4288  3.2081  12.8817
O  2.7912  9.3182  16.5753
O  6.0008  7.8992  19.7744
O  1.9635  6.3969  19.7626
O  1.4648  9.6847  19.1454
O  9.4734  9.7149  15.4668
O  3.0971  8.8884  10.1865
O  8.9894  9.0397  13.0041
O  2.1433  7.3081  14.9867
O  9.1554  3.8851  18.7783
O  4.7258  7.9021  15.7797
O  7.2377  1.5987  10.8422
O  8.116  6.3711  19.1223
O  5.9076  5.1633  9.6262
O  6.9926  -0.9258  19.078
O  11.057  2.2434  10.0795
O  8.9672  2.3916  12.7125
O  9.7044  11.5051  13.5446
O  6.5796  4.2004  18.7495
O  6.0407  10.0511  9.9515
O  1.3525  10.838  10.2695
O  5.1608  10.4745  14.7601
O  1.6839  10.9114  14.6692
O  11.3615  13.0858  18.6214
O  5.4361  11.8509  16.9691
O  8.094  10.9778  11.3507
O  11.3179  5.0138  19.66
O  8.3613  1.4855  15.0828
O  2.4314  4.0487  18.6059
O  3.7479  11.6892  10.3285
O  9.1835  0.5772  19.7228
O  2.7733  2.6447  12.645
O  3.6377  12.6298  15.1517
O  7.9922  4.0859  10.9342
O  5.112  0.2488  11.3288
O  4.4392  5.494  19.4749
O  6.1927  13.067  14.6917
O  3.0529  6.5678  17.3774
O  2.7772  0.9285  10.7166
O  0.2882  9.4508  16.8083
O  5.2307  5.6325  12.6234
O  2.129  4.9683  13.7732
O  6.9064  12.6128  9.7146

Results
free energy: -165959.294 eV
free energy less fixed offsets of B -154.04, O -568.88, Si -635.61 eV per atom: 7.286 eV

Forces (eV/angstrom), in the order of the atoms: element, x, y, z
Si  -0.0004  0.0024  0.0027
Si  0.0022  0.0019  0.0021
Si  -0.0028  0.0017  0.0013
Si  0.0005  -0.0004  0.0024
Si  -0.0009  -0.0003  0.0013
Si  0.0022  -0.0003  0.0019
Si  0.0013  -0.0041  0.0007
Si  -0.002  -0.0024  0.0011
Si  0.0027  0.0002  0.0023
Si  0.0019  -0.0021  0.0018
Si  0.0016  0.0006  0.0023
Si  -0.002  -0.0008  0.0016
Si  -0.001  -0.0012  -0.0005
Si  -0.001  0.0001  -0.0003
Si  0.0009  0.0004  -0.0003
Si  0.0011  0.0017  -0.0006
Si  -0.0001  0.0005  0.0006
Si  -0.0019  0.0007  0.0002
Si  -0.0005  0.0035  -0.0004
Si  -0.0008  0.0014  0.0003
Si  -0.0005  0.0006  0.0008
Si  -0.0013  -0.0018  -0.0007
Si  -0.0006  -0.0015  0.0006
Si  0.0037  -0.0021  -0.0003
Si  -0.0003  -0.0012  -0.0003
Si  0.0005  -0.0008  -0.0009
Si  -0.0015  -0.0012  -0.0007
Si  -0.0005  -0.0015  -0.0005
Si  0.0002  -0.0006  -0.0008
Si  0.0001  -0.0008  -0.001
Si  -0.0002  -0.0034  0.0008
Si  0.0004  -0.0005  -0.0006
Si  0.0002  0.0003  -0.0015
Si  -0.0001  0.0006  0.0016
Si  0.0001  0.0015  -0.0023
Si  -0.0029  0.001  -0.0002
Si  -0.0009  0.0004  0.0012
Si  0.0003  0.0008  0.0003
Si  0.0023  0  0.0008
Si  0.0004  0.0005  0.0012
Si  -0.0001  0.0009  0.0004
Si  0.0003  0.0012  0.0005
Si  0  0.0021  0.0018
Si  0  0.0014  0.0018
Si  -0.0002  0.0014  0.0011
Si  0.0012  0.0015  -0.0063
Si  -0.0004  -0.0018  0.0017
Si  0.0015  -0.0021  0.0016
Si  0.0016  -0.002  -0.0002
Si  0.0013  -0.0009  0.0003
Si  -0.0004  -0.0008  0.0008
Si  -0.0001  -0.0002  0.0004
Si  0.0008  -0.0009  -0.0001
Si  -0.0002  -0.0007  0.0001
Si  0.0001  0.0008  -0.0014
Si  0.0001  -0.001  -0.0012
Si  0.001  0.0001  -0.0018
B  0.0126  -0.0024  0.0021
Si  0.0009  0.0017  -0.0029
Si  0.001  0.0016  -0.0021
Si  -0.0019  0.0054  0.0004
Si  -0.0016  0.0016  -0.0001
Si  0.0003  0.0015  0.0005
Si  -0.0018  0.001  0.0013
Si  -0.0002  0.0006  -0.0006
Si  0.0014  0.0002  0.0004
Si  0.0003  -0.0006  0.0009
Si  0.0004  0.0011  0.001
Si  -0.0015  0.0009  0.0002
Si  -0.0047  -0.0005  -0.001
Si  -0.0007  -0.0027  0.0014
Si  -0.008  -0.0046  0.0023
Si  -0.0006  -0.0018  0.0014
Si  -0.0003  -0.0005  0.0002
Si  0.0006  -0.0004  -0.0004
Si  0.0007  -0.0008  -0.0002
Si  0.0003  -0.0001  0.0003
Si  -0.0008  -0.0014  -0.0003
Si  -0.0001  0.0004  0
Si  0.0002  0  -0.0003
Si  -0.0002  -0.0004  0.0003
Si  -0.0009  0.0017  0.0002
Si  -0.0005  0.0004  0.0002
Si  0.0008  0.002  0.0006
Si  0  0.0019  -0.0012
Si  -0.0012  -0.0001  -0.0008
Si  0.0011  -0.0001  -0.0002
Si  -0.0008  0.0002  0
Si  0.0001  0.0009  -0.0004
Si  0.001  0.0013  -0.0007
Si  0.0006  -0.0015  -0.0005
Si  0.0009  -0.0014  -0.0011
Si  -0.0005  -0.0013  -0.001
Si  0.0006  0  -0.0013
Si  0  0  -0.0007
Si  -0.0002  0.0005  -0.0014
Si  0.0009  -0.0011  -0.0004
Si  0.0001  -0.0003  0.0005
Si  0.0009  -0.0004  0
Si  0.0002  0.0001  -0.0006
Si  -0.0006  -0.0009  0
Si  -0.0005  -0.0002  0.0006
Si  -0.0003  0.0019  -0.0002
Si  -0.0005  0.0021  -0.0004
Si  0.0005  0.001  -0.0005
Si  -0.0008  0.001  0.0003
Si  0.0003  0.0003  0.0002
Si  0.0016  0.0003  -0.0001
Si  0.0019  0  -0.0012
Si  0.0001  -0.0002  -0.0023
Si  -0.0039  0.0007  -0.0008
Si  -0.001  0.0011  -0.0008
Si  0.0011  0.0009  -0.0014
Si  0.0004  0.0006  -0.0009
Si  -0.0009  -0.003  -0.001
Si  -0.0002  -0.0016  -0.0009
Si  0.0009  -0.0017  -0.001
Si  -0.0002  -0.0012  -0.0024
Si  0.0017  -0.001  -0.0009
Si  -0.0021  0.0008  -0.0005
O  -0.0008  -0.0001  0.0027
O  0.002  0  0.0018
O  -0.0014  0  0.002
O  -0.0006  0.0002  0.0028
O  0.0002  0.0008  0.0022
O  0.0003  -0.0005  0.0037
O  0.0002  0.0003  0.0035
O  0  0.0004  0.003
O  0.0007  -0.0001  0.0024
O  -0.0001  0.0003  0.0034
O  0  -0.0001  0.0028
O  0.0004  0.0007  0.0027
O  -0.0007  -0.0005  -0.0034
O  -0.0002  0.0002  -0.0032
O  0.0007  0.0015  -0.0018
O  -0.0002  0  -0.0025
O  -0.0008  -0.0006  -0.0023
O  0.0005  -0.0001  -0.0035
O  0.001  -0.0009  -0.0022
O  -0.0007  -0.0006  -0.0031
O  -0.0006  0.0006  -0.0031
O  -0.0003  0.0009  -0.0025
O  0  0.0009  -0.0025
O  -0.0002  0.0009  -0.0034
Si  -0.0003  -0.0003  -0.0008
Si  -0.0003  -0.0004  0.0006
Si  -0.0001  0  -0.0021
Si  0  0.0001  0.0017
Si  -0.0003  -0.0003  -0.0025
Si  0.0006  -0.0005  0.0021
Si  -0.0004  -0.0001  0.0023
Si  -0.0003  0.0003  0.0014
Si  0.0008  0.0001  0.0028
Si  -0.0003  -0.0006  0.0008
Si  -0.0004  0.0002  0.0022
Si  -0.0001  0.0002  -0.0006
Si  -0.0002  0.0004  -0.0013
Si  0.0002  0.0001  0.0006
Si  0.0004  -0.0001  0.0024
Si  0.0006  0.0001  -0.0009
Si  -0.0003  -0.0004  -0.0005
Si  -0.0001  0.0005  -0.0021
Si  0.0003  -0.0012  0.0023
Si  -0.0004  -0.0002  0.0022
Si  -0.0001  -0.0008  -0.0029
Si  0.0001  0  -0.0005
Si  -0.0006  0.0007  -0.0029
Si  -0.0007  0.0006  0.0022
Si  0.0002  0  -0.0004
Si  0.0001  0.0002  0.0006
Si  0.0002  -0.0001  -0.0001
Si  -0.0003  0.0001  -0.0003
Si  0  -0.0002  -0.0008
Si  -0.0002  -0.0002  0.0012
Si  -0.0001  -0.0002  -0.0022
Si  0.0004  0.0001  -0.0021
Si  0.0001  0  -0.0002
Si  0.0001  -0.0001  -0.0013
Si  0.0001  -0.0003  0.0013
Si  0.0002  0  -0.0019
Si  0.0001  -0.0002  -0.0015
Si  -0.0002  -0.0005  -0.0029
Si  0.0001  0.0002  -0.0015
Si  -0.0003  0  0.0016
Si  0.0002  0  0.0014
Si  -0.0001  -0.0001  0.0012
Si  0.0003  0.0001  -0.0025
Si  0.0005  -0.0002  0.0019
Si  0  0.0001  0.0005
Si  -0.0008  0.0001  0.0021
Si  0  0.0001  -0.0014
O  -0.0002  0.0005  0.0003
O  -0.0001  0  0
O  0  -0.0006  0.0008
O  0.0006  0.0003  -0.0002
O  0.0001  -0.0002  -0.0003
O  0.0001  0.0002  -0.0013
O  0.0002  0.0004  -0.0005
O  -0.0001  0.0001  -0.0001
O  0  0  -0.0001
O  -0.0003  0  0.0001
O  -0.0004  -0.0008  0.0007
O  0.0001  0  0
O  0.0001  0.0007  0.0005
O  -0.0004  -0.0002  -0.0004
O  -0.0001  0.0002  -0.0002
O  0.0001  -0.0005  0.0015
O  0.0001  0.0006  0.0005
O  0.0002  -0.0003  -0.0004
O  -0.0005  -0.0004  0.0012
O  0.0001  0.0004  -0.0005
O  -0.0003  0.0003  0.0002
O  0.0005  -0.0001  0.0005
O  0.0001  0  -0.0002
O  -0.0002  0.0004  -0.0005
O  -0.0005  -0.0003  0.0009
O  -0.0002  0.0001  -0.0003
O  -0.0001  0.0001  -0.0003
O  0.0011  -0.0001  -0.001
O  0.0005  0  -0.0006
O  0.0001  0  -0.0006
O  0.0005  0  0.0004
O  -0.0006  -0.0003  0.0005
O  -0.0001  0  0.0003
O  -0.0007  0.0006  -0.0008
O  0.0002  0.0001  0
O  0.0001  0.0002  -0.0005
O  0.0002  -0.0001  -0.0004
O  0  0.0003  0.0005
O  -0.0004  -0.0002  0.0007
O  -0.0004  0.0003  0.0004
O  0  0.0002  -0.0003
O  0.0006  -0.0003  -0.0005
O  0.0005  -0.0002  -0.0006
O  -0.0007  -0.0003  -0.0011
O  -0.0001  0.0001  0.0001
O  0.0003  0.0003  0.0004
O  0  -0.0002  0.0004
O  0  0  0
O  -0.0005  0.0003  -0.0007
O  0.0002  0.0002  -0.0001
O  0.0003  0.0005  0.0009
O  0.0004  -0.0007  -0.0006
O  -0.0002  0.0001  0.0002
O  -0.0006  0.0002  -0.0008
O  0  0.0004  0.0005
O  0.0003  0  0.0006
O  0  0.0001  0.0006
O  0.0004  0.0001  -0.0005
O  -0.0001  0.0002  0.0003
O  0.0004  -0.0001  0.0005
O  0.0001  -0.0001  -0.0001
O  0.0001  0  0
O  0.0003  -0.0008  -0.0017
O  0  -0.0001  -0.0007
O  0.0005  -0.0001  0.001
O  0.0003  0.0002  -0.0002
O  0  -0.0002  0.0001
O  0.0001  0.0004  -0.0005
O  0.0001  0.0009  0.001
O  -0.0002  0  -0.0003
O  0  0.0005  0.0011
O  0.0001  0.0002  0.0002
O  -0.0001  -0.0005  0.0013
O  -0.0007  -0.0004  0.0007
O  -0.0004  0  -0.0004
O  0  -0.0001  -0.0002
O  0.0001  0.0008  -0.001
O  0  -0.0003  0.0002
O  0.0005  0.0003  -0.0008
O  0.0001  0.0003  0.0003
O  0.0001  -0.0001  0.0001
O  0  -0.0001  0.0008

The program warned: the cutoff lies below the one the program advises for these potential files; the exchange-correlation potential is rough where the density is thin.
